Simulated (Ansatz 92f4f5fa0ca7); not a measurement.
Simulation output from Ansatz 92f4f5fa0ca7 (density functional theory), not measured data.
Periodic cell of 180 atoms, Si99O81, from a study of silicon, its oxide and their interface. The atomic structure is a simulated model.

Settings
functional: PBE
potential files: Ansatz PAW
basis: plane waves
wave-function cutoff: 700 eV
density cutoff ratio: 5
exchange-correlation grid ratio: 2
k mesh: 2 x 2 x 1, shifted by 0.5 0.5 0.5 of a step
self-consistency stop: 5e-08 eV per atom in the density residual
occupations: Fermi-Dirac, 0.05 eV
spin: none
net charge: 0

Cell vectors (angstrom)
a, 11.5983, 0, 0
b, 0, 11.5983, 0
c, 3.8042, 3.7106, 24.3442

Atoms and the computed forces on them: element, x, y, z (angstrom), force x, y, z (eV/angstrom)
Si, -0.9413, 3.8527, -0.037, -0.1471, -0.4291, -0.5502
Si, -0.9639, 6.3364, 0.2175, -0.3931, 0.6944, -0.2189
Si, -0.798, 12.8426, -1.5875, 0.107, -0.417, -0.1252
Si, 1.1713, 3.8042, 0.7947, 0.4762, -0.357, 0.0601
Si, 2.6829, 6.4567, 0.3993, 0.2171, -0.0556, -0.11
Si, 2.1484, 11.5336, -1.3276, 0.2919, -0.0278, 0.0806
Si, 4.969, 2.6653, 1.8196, 0.0368, 0.168, -0.2007
Si, 6.6287, 6.0545, 0.0388, -0.202, -0.0442, -0.0829
Si, 8.1264, 11.9475, -0.6409, -0.3756, -0.1076, -0.1899
Si, 3.2761, 1.6815, 0.441, 0.3705, -0.3786, -0.029
Si, 0.8144, 7.108, 1.7054, 0.2113, -0.0693, 0.095
Si, 2.9274, 11.1585, 1.346, 0.0633, 0.0632, -0.5555
Si, 6.9707, 2.9674, 0.5651, 0.0079, -0.0318, -0.2177
Si, 4.7922, 6.5816, 1.5488, 0.1055, 0.1481, -0.0899
Si, 5.1269, 10.47, 2.1037, 0.0329, -0.0796, 0.1583
Si, 9.0508, 3.0509, 1.639, -0.3492, 0.0353, 0.2253
Si, 8.6106, 6.7018, 1.481, -0.1084, -0.1485, -0.1542
Si, 7.611, 10.6394, 1.9554, 0.1415, -0.1838, -0.5115
Si, 0.9378, 5.2934, 3.3271, 0.0978, -0.2389, -0.0488
Si, 0.9209, 8.9613, 3.2594, -0.2567, 0.0154, 0.1787
Si, 1.2609, 11.3773, 3.0687, 0.0248, -0.3519, 0.1495
Si, 4.8224, 4.7444, 3.0362, 0.0874, -0.1703, 0.0699
Si, 4.8844, 8.4165, 3.1795, 0.011, 0.0449, -0.0552
Si, 4.9445, 12.4393, 3.332, 0.118, -0.2286, -0.0722
Si, 8.7629, 4.8884, 3.1057, 0.103, 0.0083, -0.1187
Si, 8.5297, 8.6167, 3.0135, -0.0218, 0.1299, 0.0615
Si, 8.767, 12.5643, 2.9335, -0.1002, -0.0152, -0.0246
Si, -0.9929, 4.8806, 4.6291, -0.1661, 0.0793, 0.027
Si, -1.0801, 8.6881, 4.5098, 0.0142, -0.1313, 0.1178
Si, -0.762, 12.321, 4.1036, -0.066, 0.1712, -0.025
Si, 2.9536, 4.9057, 4.4791, 0.1846, 0.1901, 0.1424
Si, 2.9147, 8.6189, 4.4875, 0.1664, -0.1141, -0.103
Si, 2.9539, 12.2564, 4.5428, -0.0851, 0.2665, 0.4138
Si, 6.8015, 4.6904, 4.4663, -0.0447, 0.0164, -0.2028
Si, 6.7857, 8.4165, 4.619, -0.1265, 0.0306, 0.3206
Si, 6.9377, 12.5317, 4.5118, -0.4447, 0.0763, 0.074
Si, -0.8779, 2.6453, 5.602, 0.1162, -0.0416, -0.0197
Si, -0.9944, 6.7893, 6.0276, -0.0083, 0.1187, 0.0015
Si, -1.0017, 10.6891, 5.8192, 0.1334, -0.2344, -0.1288
Si, 2.9161, 2.8279, 5.5888, -0.3417, -0.2042, 0.0311
Si, 3.064, 6.8043, 5.9031, -0.0491, 0.071, -0.0922
Si, 2.9902, 10.4118, 6.0467, -0.0559, 0.0589, 0.231
Si, 6.7316, 2.8044, 5.9054, -0.0422, -0.0568, 0.2193
Si, 6.8628, 6.4594, 6.0414, 0.1715, 0.1914, 0.0106
Si, 6.7845, 10.5541, 5.8359, 0.0994, -0.1716, -0.0935
Si, 1.0766, 2.8246, 7.0243, 0.0919, 0.2217, -0.158
Si, 1.0957, 6.8516, 7.1883, 0.031, 0.3856, 0.1688
Si, 0.9124, 10.8124, 7.2882, 0.0765, -0.011, 0.014
Si, 4.6544, 2.91, 7.1997, 0.1689, -0.0176, -0.3412
Si, 4.9236, 6.7475, 7.3592, -0.0344, 0.0435, -0.155
Si, 4.9442, 10.5855, 7.4098, -0.0642, 0.0208, -0.1319
Si, 8.7173, 1.8661, 6.7695, 0.0877, 0.149, 0.1905
Si, 8.7805, 6.6503, 7.5541, -0.0969, -0.0234, -0.0408
Si, 8.6789, 10.8614, 7.1936, -0.0878, -0.0391, -0.3271
Si, 1.461, 4.8295, 8.2464, 0.3932, -0.0772, -0.0124
Si, -0.0801, 7.2871, 10.8323, 0.129, 0.2879, 0.7778
Si, 1.73, 12.7099, 8.5185, 0.3687, 0.0178, -0.0093
Si, 3.9333, 4.8687, 8.4505, -0.2895, -0.0037, -0.0025
Si, 5.7313, 8.6558, 8.6253, 0.0233, -0.1062, 0.117
Si, 4.2224, 12.6209, 8.5544, -0.4239, -0.0484, 0.0972
Si, 9.3508, 4.8373, 9.293, -0.1532, 0.094, 0.1274
Si, 8.2257, 8.7305, 8.7533, -0.0178, -0.1439, 0.0316
Si, 9.0718, 14.0854, 8.9306, 0.186, -0.1343, -0.6142
Si, 0.0402, 4.9532, 10.0954, 0.1029, -0.8158, -0.1302
Si, 1.0563, 8.4143, 9.0693, 0.2095, -0.4509, -0.5841
Si, 0.2409, 13.493, 10.2115, -0.1036, 0.0169, -0.0158
Si, 5.2007, 4.7826, 10.4204, -0.152, -0.078, 0.0638
Si, 3.6727, 8.8983, 10.8274, -0.0461, 0.2333, 0.054
Si, 5.0353, 13.4086, 10.6573, -0.245, -0.1266, -0.2595
Si, 7.8725, 5.6329, 10.9851, 0.6933, -0.0168, -0.1372
Si, 9.1367, 7.7343, 10.8959, -0.6119, 0.221, 0.2987
Si, 7.7726, 12.4218, 11.1829, 0.1289, 0.0343, 0.4827
Si, 2.2603, 11.6045, 21.9243, -0.1433, 0.2717, -0.1086
Si, 1.8304, 6.6615, 14.8949, 0.0913, -0.0532, 0.082
Si, 7.3858, 8.6124, 19.5509, -0.0721, -0.0108, -0.1046
Si, 5.5232, 9.85, 17.595, -0.0413, 0.0943, -0.0205
Si, 2.91, 5.7141, 17.2993, 0.007, -0.1276, -0.0032
Si, 11.6985, 6.7391, 17.2874, 0.0617, -0.0302, 0.0401
Si, 13.0586, 2.9598, 21.404, -0.1064, -0.138, -0.2079
Si, 2.0357, 8.1511, 13.0679, 0.2012, -0.2075, 0.3598
Si, 6.3862, 9.4219, 14.7132, 0.0268, -0.0052, 0.0946
Si, 10.9461, 10.7836, 21.4731, 0.0488, 0.2706, -0.1226
Si, 5.4126, 6.9482, 18.1106, 0.0352, 0.0364, 0.0079
Si, 3.8314, 10.4715, 13.2199, 0.1502, -0.0349, 0.2067
Si, 15.961, 11.3903, 19.8418, 0.0906, 0.145, -0.1552
Si, 6.8949, 6.294, 15.4659, -0.0855, 0.1164, 0.0214
Si, 8.6801, 10.127, 12.7378, 0.0216, 0.057, 0.1624
Si, 6.6536, 10.5897, 21.5712, 0.0296, 0.1821, -0.1797
Si, 11.0368, 2.2744, 15.2758, 0.0712, -0.0238, 0.018
Si, 2.1794, 3.6909, 15.3056, 0.019, -0.1125, 0.0194
Si, 5.9847, 4.4531, 13.1173, 0.0875, -0.1004, 0.0624
Si, 8.5912, 14.2192, 18.5174, 0.0283, -0.0526, 0.1181
Si, 10.1362, 11.9169, 17.4354, 0.0761, 0.0996, 0.0069
Si, 4.1732, 13.6256, 13.3728, 0.1017, 0.1604, 0.0344
Si, 9.3737, 4.7362, 16.461, -0.0058, -0.1848, 0.0007
Si, 10.238, 9.1267, 18.7658, -0.1256, 0.0986, -0.0951
Si, 11.0745, 13.3036, 19.7751, 0.1778, 0.1988, -0.0155
Si, 6.4352, 13.3594, 20.4936, -0.0046, 0.0577, 0.0356
Si, 10.3158, 12.5247, 12.6293, -0.0298, 0.0574, 0.1234
O, 0.6804, 12.2284, -1.3483, -0.2298, 0.1257, 0.0123
O, -1.8798, 12.3184, -0.4478, 0.1758, 0.2019, 0.1224
O, 1.7771, 2.3392, 0.4917, 0.0464, -0.0006, 0.1892
O, 2.2582, 10.4722, -0.0554, -0.059, 0.2672, 0.0016
O, 7.8522, 10.6427, 0.2991, 0.0308, 0.2362, 0.3214
O, 1.0066, 3.8763, 2.4189, -0.07, 0.1544, 0.0213
O, 0.3216, 9.7712, 8.485, 0.2132, -0.16, 0.1082
O, 6.4739, 5.7971, 10.0963, -0.3441, -0.0391, 0.1894
O, 2.5551, 8.8966, 9.6301, -0.1956, -0.0198, -0.0166
O, 6.1684, 12.5232, 11.4575, 0.1537, -0.0317, 0.0587
O, 5.1064, 8.5363, 10.1798, 0.2743, 0.0018, -0.1681
O, 8.0137, 13.0705, 9.7217, 0.1142, 0.2113, -0.1615
O, 10.5877, 13.4579, 9.1351, 0.0386, 0.103, 0.4388
O, 6.8482, 9.7965, 18.5471, 0.037, -0.0943, 0.0574
O, -0.8551, 2.8849, -1.4764, -0.1513, 0.4398, 0.3411
O, 7.2526, 12.0233, 21.0023, 0.0006, -0.1798, 0.0501
O, -0.6895, 7.2792, -1.1685, 0.0019, -0.225, 0.3019
O, 11.7244, 3.5092, 22.186, 0.1008, -0.0048, 0.0719
O, -1.3007, 12.1147, -2.9982, 0.1018, 0.1889, 0.1558
O, 2.326, 4.8397, 0.2263, -0.2026, 0.0047, 0.066
O, 3.0894, 6.7107, 15.9824, -0.1184, -0.078, 0.0211
O, 2.8268, 6.9954, -1.1605, -0.0467, -0.0284, 0.2497
O, 7.4742, 9.258, 21.0591, 0.0296, 0.0488, 0.0586
O, 10.467, 5.6669, 17.2367, 0.0545, 0.0594, -0.0047
O, 3.3363, 1.0954, -1.1444, -0.1809, 0.0206, 0.1414
O, 7.1231, 1.6359, -0.4537, 0.1102, 0.0604, 0.201
O, 13.6812, 13.2271, 22.1604, 0.0362, -0.0832, -0.029
O, 6.0145, 10.2366, 16.0921, -0.022, -0.0557, -0.0115
O, 0.3448, 15.0353, 10.8504, -0.1372, 0.2115, -0.0389
O, 16.0547, 10.8866, 18.2817, 0.0339, -0.0555, 0.0246
O, 7.2094, 14.1628, 19.3343, -0.004, -0.008, -0.0616
O, 9.8876, 14.3943, 19.5086, -0.0133, -0.0833, -0.0526
O, 3.8219, 13.6706, 11.7594, 0.0166, -0.0343, -0.1054
O, -0.1987, 12.4519, 11.4061, 0.0898, -0.0026, -0.0364
O, 1.6629, 5.0447, 14.5094, -0.0115, 0.1348, -0.0285
O, 5.7986, 3.2358, 10.3258, -0.0961, -0.0206, 0.0034
O, 6.31, 6.2054, 16.9789, -0.0008, -0.0011, -0.0111
O, 7.6495, 10.1713, 14.0047, 0.0857, 0.0323, -0.1329
O, 3.2462, 7.8036, 11.9782, -0.1097, 0.0825, -0.0506
O, 11.3206, 8.0701, 18.1588, 0.0271, -0.0457, -0.0086
O, 4.8346, 4.965, 12.0411, -0.0422, 0.1344, -0.2104
O, 10.0177, 10.9936, 13.1562, -0.035, 0.0104, -0.0928
O, 7.4494, 4.7368, 12.3569, 0.0809, 0.1542, -0.2219
O, 5.9976, 5.3558, 14.4718, -0.0344, 0.0219, 0.0024
O, 4.1085, 5.9885, 18.3886, -0.0184, 0.0344, -0.0802
O, 8.0796, 10.8238, 11.3648, -0.0191, -0.0446, -0.0499
O, 8.8458, 13.1664, 12.199, -0.0849, -0.082, -0.1412
O, 13.0334, 6.0345, 17.9597, -0.0497, 0.0241, -0.0408
O, 2.8466, 11.4062, 20.4032, -0.0075, -0.0627, 0.1667
O, 10.0712, 3.5614, 15.5569, -0.0296, 0.0688, 0.0197
O, 0.9439, 2.71, 15.7121, -0.0368, 0.0729, 0.0238
O, 8.4755, 3.9226, 17.556, 0.0074, 0.083, -0.0789
O, 0.4867, 7.1453, 15.7378, -0.0542, 0.0502, -0.0434
O, 4.0697, 12.0138, 13.7643, -0.0638, -0.1503, -0.1315
O, 6.8117, 7.8578, 14.969, 0.0089, -0.0548, -0.0065
O, 3.7893, 10.3796, 11.5692, -0.0135, -0.1144, -0.113
O, 9.9479, 10.3042, 17.6294, 0.0117, -0.0932, 0.0714
O, 5.6118, 2.88, 13.5323, 0.0124, 0.1035, -0.0516
O, 10.6944, 9.7895, 20.1944, 0.0027, -0.0239, 0.0922
O, 11.3163, 12.3651, 18.4698, -0.0745, -0.0011, 0.0417
O, 2.4124, 10.7146, -2.6719, -0.0675, -0.0129, -0.0301
O, 16.7712, 10.4177, 20.8857, -0.0474, -0.0348, 0.0823
O, 0.6173, 7.9428, 12.2576, -0.3347, -0.0484, -0.3528
O, 10.6393, 12.3385, 21.0281, -0.0291, -0.1781, 0.0894
O, 4.9803, 12.8998, 19.9181, -0.0297, -0.0983, 0.0188
O, 5.0789, 9.5468, 13.7531, -0.1381, 0.0073, -0.0966
O, 6.3355, 6.7007, -1.4914, 0.0503, -0.1284, 0.3266
O, 8.8873, 8.2423, 19.0483, 0.0161, 0.0096, 0.0097
O, 2.9402, 4.174, 16.6906, -0.0579, 0.1199, -0.0123
O, 4.8347, 8.3738, 17.5506, 0.0072, -0.053, 0.0625
O, 12.5017, 10.7203, 21.9239, 0.0153, -0.0982, 0.0281
O, 2.4283, 9.673, 13.6754, -0.0139, 0.0257, -0.2037
O, 8.9582, 8.5838, 12.3362, 0.2088, 0.0259, -0.1574
O, 6.6996, 4.3968, -0.2803, 0.0731, 0.2278, 0.3133
O, 3.1304, 2.816, 14.3216, -0.027, 0.0535, -0.0217
O, 10.6209, 12.4455, 15.9739, -0.0391, 0.0404, -0.0446
O, 10.987, 1.9332, 13.6957, -0.0509, 0.0036, -0.02
O, 8.4198, 5.6949, 15.532, 0.0609, 0.0115, 0.0095
O, 8.7644, 12.765, 17.7612, 0.0176, -0.047, -0.0335
O, 12.499, 14.0889, 19.9531, -0.0244, -0.0293, 0.0938
O, 6.378, 7.3042, 19.4099, -0.011, 0.0517, -0.0393

Results
free energy: -109006.202 eV
free energy less fixed offsets of O -569.03, Si -635.61 eV per atom: 10.618 eV
pressure: -1.30 GPa
stress xx, yy, zz, yz, xz, xy (GPa, positive in tension): 0.86, 2.57, 0.47, 0.08, 0.11, 0.67

The program warned: the cutoff lies below the one the program advises for these potential files.
